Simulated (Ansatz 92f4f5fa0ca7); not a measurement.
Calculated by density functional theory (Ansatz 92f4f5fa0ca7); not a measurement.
Periodic cell of 240 atoms, Si147O87H6, from a study of silicon, its oxide and their interface. The atomic structure is a simulated model.
Doubt: the cutoff is far below the 930 eV that the study's wrapper takes by default for these files, so forces and energies are approximate.
This geometry differs little from another in the collection (a relaxation step or a small displacement).

Settings: functional PBE; potential files Ansatz PAW; basis plane waves; wave-function cutoff 580 eV; density cutoff ratio 5; exchange-correlation grid ratio 1; k mesh 1 x 1 x 1, Gamma-centred; self-consistency stop 5e-08 eV per atom in the density residual; occupations fixed; spin none; net charge 0.

Cell vectors (angstrom)
a 11.6015 0 0
b 0 10.938 0
c 0 0 33.0782

Atoms: element, x, y, z (angstrom)
Si 0.1249 -0.0882 24.2905
Si 4.0246 0.042 24.3063
Si 7.8652 -0.009 24.4695
Si 2.0352 1.3034 24.3509
Si 5.9866 1.3856 24.2884
Si 9.826 1.2899 24.4717
Si -0.0062 5.4529 24.3279
Si 4.0543 5.6445 24.4006
Si 7.8718 5.1697 24.5263
Si 1.991 6.7708 24.4144
Si 6.0946 6.7528 24.5907
Si 9.6096 6.7337 24.4473
Si 1.9861 2.7209 26.2572
Si 5.8575 2.6565 26.3004
Si 9.7707 2.6494 26.3998
Si 0.0373 4.0856 26.2946
Si 3.9549 4.0509 26.2038
Si 7.8083 3.9377 26.4652
Si 2.0037 8.2403 26.2721
Si 5.9132 8.2071 26.4252
Si 9.7261 8.1649 26.347
Si 0.0565 9.5407 26.2724
Si 3.9766 9.5804 26.2525
Si 7.8247 9.5677 26.3992
Si 0.0608 -0.0235 28.2239
Si 3.8961 -0.0236 28.2239
Si 7.7827 0.0203 28.2863
Si 1.9757 1.3722 28.2198
Si 5.8207 1.3308 28.2498
Si 9.7409 1.3198 28.3094
Si 0.0605 5.465 28.2265
Si 3.9027 5.434 28.1848
Si 7.7798 5.463 28.2677
Si 1.9938 6.8368 28.2085
Si 5.8311 6.7975 28.2891
Si 9.721 6.8066 28.2692
Si 1.9336 2.7345 30.179
Si 5.8008 2.7345 30.179
Si 9.6679 2.7345 30.179
Si 0 4.1018 30.179
Si 3.8672 4.1018 30.179
Si 7.7343 4.1018 30.179
Si 1.9336 8.2035 30.179
Si 5.8008 8.2035 30.179
Si 9.6679 8.2035 30.179
Si 0 9.5708 30.179
Si 3.8672 9.5708 30.179
Si 7.7343 9.5708 30.179
Si 0 0 32.1126
Si 3.8672 0 32.1126
Si 7.7343 0 32.1126
Si 1.9336 1.3673 32.1126
Si 5.8008 1.3673 32.1126
Si 9.6679 1.3673 32.1126
Si 0 5.469 32.1126
Si 3.8672 5.469 32.1126
Si 7.7343 5.469 32.1126
Si 1.9336 6.8362 32.1126
Si 5.8008 6.8362 32.1126
Si 9.6679 6.8362 32.1126
Si 1.9336 2.7345 0.9679
Si 5.8008 2.7345 0.9679
Si 9.6679 2.7345 0.9679
Si 0 4.1018 0.9679
Si 3.8672 4.1018 0.9679
Si 7.7343 4.1018 0.9679
Si 1.9336 8.2035 0.9679
Si 5.8008 8.2035 0.9679
Si 9.6679 8.2035 0.9679
Si 0 9.5708 0.9679
Si 3.8672 9.5708 0.9679
Si 7.7343 9.5708 0.9679
Si -0.0516 0.0028 2.9032
Si 3.796 0.0198 2.892
Si 7.6873 0.0414 2.865
Si 1.8651 1.3998 2.9319
Si 5.7325 1.3636 2.8964
Si 9.6336 1.3687 2.8941
Si -0.0421 5.4986 2.903
Si 3.8264 5.5134 2.8602
Si 7.7069 5.4859 2.8842
Si 1.8892 6.8615 2.925
Si 5.7769 6.8416 2.883
Si 9.6271 6.8563 2.9238
Si 1.8505 2.8205 4.8655
Si 5.7118 2.7653 4.8049
Si 9.6222 2.7404 4.8242
Si -0.1165 4.1925 4.8731
Si 3.8002 4.165 4.7715
Si 7.6657 4.0484 4.7537
Si 1.8525 8.2485 4.8701
Si 5.7592 8.2525 4.7756
Si 9.5518 8.2276 4.8782
Si -0.0895 9.5804 4.8436
Si 3.8188 9.5844 4.8096
Si 7.6834 9.6544 4.7967
Si -0.0199 0.0423 6.7474
Si 3.8806 0.0331 6.7162
Si 7.7115 0.1297 6.7238
Si 1.9448 1.3547 6.7344
Si 5.7703 1.4493 6.7737
Si 9.6963 1.4487 6.8165
Si -0.3003 5.6336 6.8204
Si 3.7104 5.5741 6.669
Si 7.4913 5.3443 6.6785
Si 1.7302 6.8523 6.7928
Si 5.7108 6.8686 6.6801
Si 9.2666 6.8902 6.8623
O 8.7705 7.7648 8.2314
O 2.0593 2.2505 8.1335
O 6.0553 7.8427 8.0077
O 7.379 4.4279 8.0808
O 5.7502 2.31 8.2109
O 7.5704 10.1124 8.072
O 11.2863 4.7044 8.1973
O 1.7583 7.686 8.2497
O 9.59 4.1771 10.2158
O 9.1453 7.6454 23.1162
O 8.0168 4.1844 23.1756
O 7.8726 9.9864 23.0911
O 2.2002 7.3302 22.8172
O 4.1292 5.4665 22.7023
O 0.1377 9.8921 22.9036
O 6.1594 2.3094 22.8886
O 11.4981 4.4766 22.9502
O 6.402 7.7463 23.278
Si 9.0611 11.9125 20.4507
Si 6.4218 3.5318 9.063
Si 13.3538 2.4986 9.7047
Si -2.7369 7.4118 15.3394
Si 0.9873 3.0563 19.0966
Si -0.4324 -3.6164 19.8196
Si 7.3851 8.5938 8.6228
Si -4.265 5.9126 13.0707
Si 5.9365 11.25 16.3125
Si 7.7673 8.4131 22.6749
Si 7.3191 3.1703 22.0905
Si 14.5614 6.2326 21.8308
Si 11.9433 4.8437 21.4185
Si 11.8834 7.9891 15.0151
Si 1.966 11.1053 19.3047
Si 4.4893 9.7969 18.6047
Si -1.0151 3.5433 9.0933
Si 1.516 0.7488 12.1107
Si 8.5251 3.4871 11.2491
Si -1.4 12.2513 13.008
Si 3.6579 4.5893 18.09
Si 8.3834 7.0343 18.3137
Si 3.3721 -1.7956 11.8145
Si 0.5967 -0.0318 16.4494
Si 2.2545 -3.4326 9.7811
Si 3.8601 4.812 10.4429
Si 1.78 5.4272 14.4976
Si 7.2781 9.3402 19.8407
Si 6.5856 -6.3721 19.3845
Si 1.2679 7.2391 12.4235
Si 0.9478 2.3772 14.4805
Si -0.1289 10.0413 21.2909
Si 4.5593 4.822 13.592
Si -3.6503 -0.748 14.1004
Si 2.7018 7.2566 18.9835
Si 7.5276 2.6115 17.1273
Si 10.2617 1.8805 17.6083
Si 5.0023 2.9686 15.7024
Si 6.5608 8.6801 11.7204
O -0.0065 2.8247 17.807
O -4.2037 5.9623 19.0793
O 12.8752 1.1989 15.589
O 3.2996 6.2526 9.9168
O 8.2415 6.7778 16.7066
O 6.679 4.1374 20.9495
O 0.2583 8.1304 13.3647
O 0.1854 2.8526 9.9398
O 10.461 7.4722 15.5673
O 5.2385 4.4844 9.6507
O 5.1991 -0.8809 17.1447
O 9.7984 2.449 8.1597
O 4.6443 3.2849 14.1484
O -1.9942 1.6023 19.0613
O -0.9182 0.4806 16.8526
O 3.3955 6.9808 20.4549
O 7.2955 3.3813 18.5306
O 2.7977 7.8343 12.6304
O 4.2182 15.8063 12.0191
O 8.391 -2.0027 15.034
O 4.0629 3.8543 16.6992
O -1.2228 0.3185 21.1692
O 3.402 16.4927 14.4665
O 1.4008 10.6659 17.8398
O 9.9625 6.9377 18.7785
O 1.309 3.9136 14.9575
O 1.951 -5.9021 21.3939
O 4.9858 4.6365 19.045
O 4.999 9.1648 11.938
O -0.4361 -4.7318 21.0049
O 5.6616 9.4842 19.6867
O -3.6723 -0.1337 20.0859
O 7.6276 8.3424 21.07
O 7.882 8.5783 18.5332
O -3.6409 4.6398 12.259
O 13.9403 -7.0869 18.6957
O 15.202 0.1001 19.2173
O -2.3511 2.2357 12.0305
O 8.3978 13.0772 21.3927
O 1.5088 1.6581 19.7023
O 9.1133 13.5916 16.7313
O 2.9979 8.8986 10.2286
O 4.7478 1.3802 15.9532
O 0.0639 3.7215 20.2761
O 1.2145 -5.2459 12.9669
O 14.7465 6.1234 17.8951
O 12.9181 -0.7077 20.5267
O 3.3959 8.6074 18.4202
O -4.9082 10.8492 14.9213
O -0.1398 0.508 12.2442
O 1.29 6.7278 15.3936
O 7.4458 9.676 12.6468
O 1.0543 18.291 19.0883
O 8.4823 6.4344 14.0976
O -2.3939 0.2696 13.8017
O 2.723 3.6854 10.216
O 7.1038 8.8039 10.2012
O -4.3197 13.871 10.3263
O 12.2152 9.4677 15.6529
O 14.122 -0.5222 12.4168
O 1.8379 12.9137 13.1572
O 1.9737 12.0955 10.5989
O -0.6518 2.3006 14.0948
O 6.0025 5.4985 13.9082
O -0.7793 8.7362 20.5548
O 6.8342 7.1172 12.0939
O 6.5975 -7.6403 15.9684
O 7.0356 1.0491 17.2887
O 0.969 7.2828 10.8113
H 3.8461 -0.8149 7.9509
H 3.7077 4.5672 7.7645
H -0.0138 -0.8214 7.9754
H 9.853 2.2581 -9.7525
H 1.9995 2.1797 -9.9628
H 3.9827 -0.8502 -9.9928

Results
free energy: -143023.286 eV
free energy less fixed offsets of H -15.97, O -568.88, Si -635.61 eV per atom: -0.236 eV

Forces (eV/angstrom), in the order of the atoms: element, x, y, z
Si 0.0008 -0.0259 0.026
Si -0.0071 -0.0852 -0.1412
Si 0.015 0.003 -0.0293
Si -0.0027 0.101 -0.1558
Si -0.0478 -0.0019 -0.0068
Si 0.0259 0.1371 -0.1496
Si 0.0132 0.0222 0.0331
Si 0.0033 0.0011 -0.0026
Si -0.0145 0.0419 0.0069
Si -0.0234 0.0046 0.0065
Si -0.0006 -0.0494 -0.0027
Si 0.0234 -0.0133 0.0093
Si -0.0061 0.0021 -0.0071
Si -0.0099 -0.0136 -0.0163
Si -0.0191 -0.0414 -0.0084
Si 0.0137 0.02 -0.0345
Si -0.0177 0.0264 -0.0252
Si 0.0106 0.0159 -0.0036
Si 0.0231 -0.0333 -0.0062
Si -0.0409 -0.0092 -0.008
Si 0.0119 -0.0245 -0.0208
Si -0.0269 0.0383 -0.0306
Si 0.0065 0.0143 -0.0053
Si 0.0143 0.0203 0.0065
Si 0.01 -0.0262 0.0158
Si -0.0165 -0.0238 -0.015
Si 0.0004 -0.0309 -0.0089
Si 0.0165 0.0164 -0.0001
Si -0.0025 0.017 0.0303
Si -0.0003 0.0384 -0.0208
Si 0.0054 -0.0099 0.0331
Si 0.0144 -0.0339 0.02
Si -0.0029 -0.0271 0.0083
Si -0.0072 0.0317 0.0022
Si -0.0012 0.0184 0.0131
Si 0.0028 0.0341 -0.0032
Si 0.0393 -0.0438 -0.0831
Si -0.0125 -0.0215 -0.1061
Si 0.0851 0.0474 0.19
Si 0.0896 -0.007 -0.0978
Si 0.001 -0.0138 -0.2635
Si 0.0336 -0.0756 0.1285
Si 0.0702 -0.0755 -0.1176
Si -0.009 -0.0657 0.1686
Si 0.0492 0.002 0.0489
Si 0.1245 -0.0944 -0.1109
Si -0.0324 -0.0506 -0.0937
Si 0.0194 -0.0794 0.1097
Si -0.0004 0.0722 0.0048
Si 0.0078 0.0459 -0.0113
Si -0.0017 -0.0147 0.0238
Si -0.0034 -0.0703 -0.0186
Si 0.0045 -0.0514 -0.0181
Si 0.0107 0.0059 0.0131
Si 0.0114 0.0736 0.0051
Si -0.0123 0.0613 -0.0452
Si -0.0086 -0.0013 0.0211
Si -0.0005 -0.1124 -0.0204
Si -0.0114 0.0343 0.0064
Si 0.0046 -0.058 0.0169
Si -0.0751 0.0403 0.0938
Si -0.0731 0.0636 0.0426
Si -0.0093 0.0555 0.0067
Si -0.0419 0.0603 0.0612
Si -0.0353 0.0218 -0.1316
Si 0.0104 0.0157 -0.0474
Si -0.0567 0.0838 0.0643
Si 0.0196 0.0696 -0.0771
Si -0.0332 0.0702 0.1227
Si -0.0073 -0.0023 -0.013
Si -0.1063 0.0218 -0.0062
Si -0.0422 0.032 -0.0945
Si 0.0063 -0.0342 0.0101
Si -0.0129 -0.0297 0.0083
Si -0.004 -0.0315 0.0118
Si -0.0026 0.0257 0.0146
Si -0.0005 0.0302 0.005
Si -0.0041 0.0339 0.0068
Si 0.0018 -0.0401 0.0082
Si 0.0049 -0.0462 0.0144
Si 0.0002 -0.0315 0.008
Si -0.005 0.0337 -0.0024
Si -0.0038 0.0283 -0.0021
Si 0.0025 0.03 0.0054
Si 0.0094 -0.0197 -0.0094
Si -0.0195 -0.0413 0.0013
Si 0.0043 -0.0253 0.0034
Si -0.0029 0.0223 -0.0016
Si -0.0007 0.0284 0.007
Si 0.0231 0.0252 -0.0104
Si 0.0085 -0.0256 -0.0044
Si -0.0012 -0.0058 -0.0084
Si 0.0326 -0.0301 0.0177
Si -0.0188 0.0353 -0.0061
Si 0.0086 0.0184 0.0044
Si -0.0086 0.02 -0.0072
Si 0.0123 0.0201 -0.0234
Si 0.0136 0.0104 -0.0206
Si 0.0105 0.0185 0.0278
Si -0.0085 -0.0062 0.0203
Si -0.0091 -0.009 -0.0097
Si 0.0016 -0.0011 0.0002
Si -0.0131 0.0245 0.0116
Si -0.0164 0.0334 -0.0074
Si 0.0098 0.0359 0.0214
Si 0.0153 -0.0215 0.0109
Si -0.0203 -0.0412 0.0196
Si 0.0037 -0.0249 -0.0187
O -0.0153 0.0287 0.0038
O -0.0022 -0.001 -0.0053
O 0.0013 0.0089 -0.0192
O -0.0023 -0.0071 -0.0062
O 0.0087 0.0097 -0.0038
O -0.001 -0.012 -0.0271
O 0.0009 -0.0029 -0.0094
O -0.0033 0.0059 -0.0088
O 0.0014 0.0132 -0.024
O -0.0149 0.0098 0.0162
O -0.0098 -0.0267 -0.0075
O 0.0033 0.0078 0.0371
O 0.0204 -0.0301 0.0109
O -0.0201 0.0161 -0.0084
O 0.0021 0.0074 0.0075
O 0.0105 -0.0087 0.0277
O 0.0038 -0.0215 -0.0239
O 0.0072 0.0138 0.0154
Si -0.0117 -0.0106 -0.0376
Si -0.0025 -0.0093 0.0062
Si -0.0087 0.0016 0.0011
Si -0.0055 -0.0125 0.0108
Si 0.0076 -0.0045 -0.0121
Si 0.0067 -0.0178 -0.0331
Si 0.0174 -0.0111 0.014
Si 0.006 -0.0068 0.0139
Si 0.0037 -0.0125 0.0163
Si -0.0015 -0.0023 -0.0208
Si -0.0109 0.0091 -0.0006
Si 0.011 0.0054 0
Si 0.0056 0.0025 -0.0305
Si -0.0074 0.0032 -0.0048
Si 0.0132 0.0113 -0.013
Si 0.0026 -0.0052 0.0149
Si 0.0011 -0.0081 0.0153
Si 0.0074 -0.0142 0.0086
Si -0.0009 0.0045 0.0289
Si -0.0077 0.0115 0.0033
Si 0.0058 0.013 0.0044
Si 0.0047 0.0147 0.0001
Si 0.0076 0.0029 0.0348
Si -0.0127 0.0054 0.0172
Si 0.001 -0.0001 0.01
Si -0.0056 -0.0032 0.0204
Si 0.0004 -0.0034 -0.0083
Si -0.007 -0.0041 -0.0452
Si 0.0109 -0.0011 -0.0396
Si 0.0103 -0.0002 0.0011
Si -0.0067 0.003 0.0075
Si 0.0014 -0.008 -0.0173
Si 0.0123 0.0096 -0.0104
Si 0.0028 -0.0164 -0.0011
Si -0.0034 0.0036 -0.01
Si 0.0083 0.018 0.0064
Si 0.0098 0.008 -0.0056
Si 0.0015 0.0117 0.0036
Si -0.0099 -0.0072 0.0387
O -0.0016 0.0005 0.0082
O -0.0042 -0.0129 0.0165
O 0.0101 0.0048 -0.0045
O 0.01 -0.0202 -0.0092
O 0.0046 -0.0013 -0.0098
O -0.0033 0.0049 0.0077
O -0.0083 0.0056 -0.0015
O 0.0015 -0.0081 -0.0157
O -0.0008 0.0001 0.0014
O 0.0012 0.0054 -0.0107
O 0.0029 0.0084 -0.0109
O -0.0012 0.0037 -0.0106
O -0.0029 -0.0054 0.0031
O -0.0071 -0.0056 0.0259
O 0.01 -0.0105 -0.0011
O 0.0008 -0.0008 0.0216
O -0.0093 -0.0019 0.0056
O -0.0058 -0.0042 -0.0031
O -0.0057 -0.0055 -0.0125
O 0.0004 0.0079 -0.0035
O 0.0039 -0.0114 0.001
O -0.001 0.0044 0.0089
O -0.01 0.0013 0.0063
O -0.0144 -0.0017 -0.0105
O -0.0034 0.0008 0.0144
O -0.002 -0.0031 0
O -0.0017 -0.0078 0.0192
O -0.0061 -0.0048 0.0091
O -0.0055 0.0024 -0.0181
O -0.0082 0.0044 0.0203
O -0.0079 0.0038 0.007
O 0.0132 0.0145 0.0209
O 0.0051 -0.0115 0.0179
O 0.0009 -0.0005 0.0158
O -0.001 0.007 -0.0116
O 0.0002 -0.0026 0.0089
O -0.0024 -0.0058 0.0065
O 0.0071 -0.0102 -0.0024
O 0.0017 -0.0024 0.0109
O -0.0025 0.0002 0.0088
O -0.0064 -0.0029 -0.0014
O 0.0034 0.0025 -0.0197
O -0.011 0.0052 -0.0051
O 0.0028 -0.006 0.0153
O -0.0005 0.0008 -0.0055
O 0.0025 -0.0109 0.0084
O 0.0025 0.0006 0.015
O 0.0004 0.0029 0.0038
O 0.0014 -0.0035 -0.0062
O 0.0051 0.0003 -0.0076
O 0.0002 0.0004 0.0099
O 0.0095 0.011 0.0022
O -0.0029 -0.0029 0.0126
O 0.0027 0.0043 -0.0015
O -0.0006 -0.0067 0.0012
O 0.007 0.0081 -0.0118
O 0.0051 0.0003 -0.0244
O -0.0036 -0.0021 -0.0232
O -0.0003 -0.0048 -0.0047
O -0.0118 0.014 -0.0093
O 0.0015 0.0066 -0.0013
O 0.0014 -0.0053 -0.0042
O 0.0079 0.0041 -0.0006
O -0.0082 0.0021 -0.0005
O 0.0019 0.0126 0.0249
O 0 -0.0002 -0.0151
O -0.0022 -0.01 0.0038
O -0.0046 0.0028 0.0068
O -0.0057 -0.007 0.0037
H -0.0038 -0.0064 0.0187
H 0.0018 -0.0029 0.0104
H 0.0036 -0.0067 0.0237
H -0.0073 -0.1335 0.171
H 0.0085 -0.1048 0.1618
H 0.0065 0.1029 0.1578

The program warned: the cutoff lies below the one the program advises for these potential files; the forces do not sum to zero within the program's tolerance; the exchange-correlation potential is rough where the density is thin.
